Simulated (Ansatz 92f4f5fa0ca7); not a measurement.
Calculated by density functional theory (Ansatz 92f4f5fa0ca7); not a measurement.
Periodic cell of 224 atoms, Si133O90H1, from a study of silicon, its oxide and their interface. The atomic structure is a simulated model.
Doubt: the cutoff is far below the 930 eV that the study's wrapper takes by default for these files, so forces and energies are approximate.
This geometry differs little from another in the collection (a relaxation step or a small displacement).

Settings: functional PBE; potential files Ansatz PAW; basis plane waves; wave-function cutoff 580 eV; density cutoff ratio 5; exchange-correlation grid ratio 1; k mesh 1 x 1 x 1, Gamma-centred; self-consistency stop 5e-08 eV per atom in the density residual; occupations fixed; spin none; net charge +1 e, with a uniform compensating background and no finite-size correction.

Cell vectors (angstrom)
a 10.938 0 0
b 0 10.938 0
c 0 0 32.3665

Atoms: element, x, y, z (angstrom)
Si 0.4746 -0.5555 24.7963
Si 5.5746 -0.28 24.9587
Si 2.5836 2.9505 24.9823
Si 8.0734 2.9565 24.707
Si 0.3565 5.2321 24.8752
Si 4.8494 6.0231 24.8653
Si 2.719 8.2321 25.3575
Si 7.9593 8.5595 24.7638
Si 1.3784 1.274 26.1289
Si 6.7951 1.4472 26.0691
Si 4.0728 4.2237 26.253
Si 9.5735 4.1247 26.1192
Si 1.2827 6.7776 26.394
Si 6.7793 6.8929 26.0459
Si 4.1798 9.5963 26.4967
Si 9.591 9.5845 26.138
Si 2.7204 0.0485 27.6397
Si 8.2009 0.0645 27.5009
Si -0.0149 2.7001 27.5112
Si 5.4627 2.7729 27.5404
Si 2.7137 5.4692 27.6785
Si 8.1757 5.5001 27.4881
Si -0.0802 8.2222 27.6141
Si 5.5453 8.1456 27.6509
Si 4.1018 1.3673 28.9483
Si 9.5708 1.3673 28.9483
Si 1.3673 4.1018 28.9483
Si 6.8362 4.1018 28.9483
Si 4.1018 6.8362 28.9483
Si 9.5708 6.8362 28.9483
Si 1.3673 9.5708 28.9483
Si 6.8362 9.5708 28.9483
Si 0 0 30.3155
Si 5.469 0 30.3155
Si 2.7345 2.7345 30.3155
Si 8.2035 2.7345 30.3155
Si 0 5.469 30.3155
Si 5.469 5.469 30.3155
Si 2.7345 8.2035 30.3155
Si 8.2035 8.2035 30.3155
Si 1.3673 1.3673 31.6828
Si 6.8362 1.3673 31.6828
Si 4.1018 4.1018 31.6828
Si 9.5708 4.1018 31.6828
Si 1.3673 6.8362 31.6828
Si 6.8362 6.8362 31.6828
Si 4.1018 9.5708 31.6828
Si 9.5708 9.5708 31.6828
Si 2.7345 0 0.6835
Si 8.2035 0 0.6835
Si 0 2.7345 0.6835
Si 5.469 2.7345 0.6835
Si 2.7345 5.469 0.6835
Si 8.2035 5.469 0.6835
Si 0 8.2035 0.6835
Si 5.469 8.2035 0.6835
Si 4.1018 1.3673 2.0507
Si 9.5708 1.3673 2.0507
Si 1.3673 4.1018 2.0507
Si 6.8362 4.1018 2.0507
Si 4.1018 6.8362 2.0507
Si 9.5708 6.8362 2.0507
Si 1.3673 9.5708 2.0507
Si 6.8362 9.5708 2.0507
Si 0 0 3.418
Si 5.469 0 3.418
Si 2.7345 2.7345 3.418
Si 8.2035 2.7345 3.418
Si 0 5.469 3.418
Si 5.469 5.469 3.418
Si 2.7345 8.2035 3.418
Si 8.2035 8.2035 3.418
Si 1.3113 1.4043 4.7539
Si 6.8484 1.3615 4.8577
Si 4.1741 4.0382 4.7369
Si 9.5495 4.1084 4.85
Si 1.3623 6.8197 4.7584
Si 6.8586 6.7927 4.7711
Si 4.128 9.5508 4.7511
Si 9.558 9.5841 4.788
Si 2.8224 0.0862 6.0372
Si 8.1653 -0.0808 6.2408
Si -0.0752 2.6761 6.2242
Si 5.5427 2.797 6.2644
Si 2.7088 5.348 5.9726
Si 8.1975 5.4944 6.2688
Si -0.0556 8.1078 6.1531
Si 5.4157 8.1024 6.0709
Si 3.84 1.7136 7.4575
Si 9.8041 1.0014 7.5686
Si 1.5784 3.875 7.3851
Si 6.5784 4.4584 7.6823
Si 4.1842 6.5044 7.3153
Si 9.2859 7.1156 7.626
Si 1.0612 9.9411 6.9308
Si 6.915 9.2236 7.4606
O 11.0033 5.8965 23.395
O 4.5433 0.0401 23.7151
O 8.0782 8.1767 8.0492
O 2.6969 2.791 7.946
O 7.1605 4.0664 23.8914
O 1.6826 9.2599 24.5566
O 5.3493 5.5241 7.9325
O 0.122 -0.0713 7.8935
O 7.0477 4.1623 9.2467
O 5.9388 9.8098 8.6468
O 10.0563 6.5568 8.9722
O 3.2814 9.5227 9.0485
O 4.3914 0.9916 8.817
O 1.0371 4.7163 8.6784
O 9.2497 1.3706 9.0544
O 3.2512 6.9666 8.5802
O 7.4043 6.237 22.2915
O 8.8826 2.1368 23.5261
O 5.0998 5.4919 23.334
O 3.3378 2.4089 23.6208
O 10.9308 -0.2487 23.2496
O 3.7326 7.2077 24.5255
O 1.4495 4.0506 24.5275
O 6.7626 9.6524 24.3885
Si 14.6462 1.0691 22.7724
Si -1.27 2.5883 22.1642
Si 0.7338 11.5394 22.0541
Si 11.6264 0.7688 14.928
Si 5.8841 -0.6342 12.0337
Si 11.6575 15.7398 12.6268
Si 9.392 1.5632 10.6773
Si 5.2846 4.0415 19.9977
Si 9.8966 8.0253 13.4614
Si 10.4317 -2.9683 16.4384
Si 10.8177 5.2675 9.6605
Si -0.281 5.4518 21.8533
Si 8.6154 -1.2693 11.4646
Si 8.7924 5.0381 13.1741
Si 7.2612 3.5557 15.5932
Si 12.277 6.0328 15.3618
Si 5.7069 5.6778 17.3441
Si 4.6069 10.4222 9.3749
Si 13.4351 1.4611 18.6906
Si 9.6909 0.7565 19.8421
Si -1.0863 2.2573 16.9663
Si 12.6396 9.8906 17.1715
Si 5.1785 1.1168 20.057
Si 3.5948 7.7444 16.4114
Si 13.035 4.1218 20.0247
Si -3.5868 9.6681 19.7962
Si 8.4144 7.4393 21.9064
Si 2.5789 2.4227 13.3601
Si 5.6612 -1.4272 14.8737
Si 2.8648 8.0723 9.7007
Si -3.5359 -2.6364 17.0446
Si 0.8408 11.6325 11.9673
Si 6.4968 4.9695 22.6957
Si 1.6117 -7.1432 17.2094
Si 11.2187 8.8348 10.9332
Si 5.4417 1.4303 14.1025
Si 8.1404 4.0552 10.4525
O 8.1779 2.5627 11.0887
O 5.7559 -1.6954 13.26
O 9.8361 1.5156 18.4137
O 3.6923 -6.6523 20.3805
O -1.2846 8.9436 10.411
O 0.1188 0.1962 20.5899
O 1.2338 8.0482 9.863
O 15.0879 2.3974 13.7804
O 18.0001 -1.2239 11.0556
O 12.5367 0.1672 18.2575
O 10.9661 6.419 16.2811
O 10.3822 -2.3878 14.9099
O 7.9183 4.4616 14.3995
O 13.2841 12.21 12.2148
O 6.8135 6.797 16.9847
O 11.1533 11.2213 13.4333
O 12.9624 4.6548 15.8917
O 19.705 -0.5315 19.5623
O 0.3057 13.1019 22.3316
O 6.0793 0.8524 12.6993
O 5.6856 2.5471 19.4272
O -1.9423 1.8024 20.9008
O 5.1092 0.1164 15.0455
O 7.9603 5.0698 11.7284
O 12.577 2.0841 14.6585
O 6.1794 4.1548 21.3453
O 1.7984 4.7377 18.5376
O 0.9583 10.3103 11.0348
O 3.8921 0.7425 19.1247
O 11.3777 8.8896 17.3789
O 11.5099 5.4935 11.1304
O 10.9409 12.8054 11.1402
O 3.051 -1.9724 17.371
O 6.0994 4.4087 16.3755
O -2.2193 8.1804 23.3453
O 1.0078 16.8604 13.7728
O 10.1805 4.1534 12.9763
O 5.7334 5.1498 18.887
O 9.6048 4.1918 21.9058
O 4.2508 6.4248 17.1311
O 3.6611 7.8653 11.1094
O 4.6579 -0.4815 10.9865
O 7.6415 8.4876 20.9053
O 1.8698 2.457 19.8807
O 8.9937 -2.8701 17.143
O -1.1394 6.7544 21.2779
O -2.2148 -1.9177 12.9389
O 9.0847 0.2615 11.5661
O -0.6239 12.1212 15.8101
O 4.6432 8.3863 15.3828
O 8.4193 2.9561 16.5917
O 2.3683 -3.6706 15.4703
O -4.7123 10.8083 20.1728
O 9.6226 4.1725 9.7597
O 13.5267 2.4763 17.3889
O 2.3449 0.3844 22.1725
O 11.1429 8.1128 12.3898
O 6.55 2.2997 14.8701
O -1.7397 6.5627 13.5339
O 0.0377 3.423 17.0616
O 12.0121 4.9336 21.0428
O 4.6879 1.4852 21.5625
O 7.0364 -1.7123 15.7304
O 12.5299 -0.3733 15.6741
O 6.8409 -1.9264 18.3974
O 12.9603 3.8148 12.6843
H 3.7246 6.9458 11.4814

Results
free energy: -135753.768 eV
free energy less fixed offsets of H -15.97, O -568.88, Si -635.61 eV per atom: -2.468 eV

Forces (eV/angstrom), in the order of the atoms: element, x, y, z
Si -0.0347 0.0369 0.0688
Si -0.0059 0.0061 -0.0574
Si 0.0194 -0.0149 0.0244
Si -0.0022 0.0197 -0.05
Si 0.0286 0.0025 -0.0803
Si 0.0487 -0.0298 0.0135
Si -0.0043 -0.0122 -0.0667
Si 0.0079 -0.017 -0.0008
Si 0.0022 -0.0198 -0.0257
Si -0.004 -0.0004 0.0204
Si 0.0105 -0.0024 -0.0234
Si -0.0429 0.0223 0.0101
Si -0.0113 0.0182 0.0247
Si -0.0115 -0.0097 -0.019
Si -0.0002 0.0079 0.021
Si 0.0428 -0.0092 -0.0189
Si -0.007 0.0289 0.023
Si 0.0059 0.0039 0.0183
Si 0.0208 -0.0327 0.031
Si -0.0088 0.01 0.0069
Si -0.007 -0.0204 0.0266
Si -0.002 0.0107 0.009
Si -0.0276 0.007 0.0102
Si 0.0143 -0.0138 0.0104
Si 0.1032 0.5282 0.1339
Si -0.0769 0.0968 -0.2312
Si -0.3188 -0.5516 0.1347
Si 0.1344 0.1567 -0.3782
Si 0.1671 -0.0614 0.5125
Si -0.596 -0.1075 0.0369
Si -0.1877 0.0055 0.0637
Si 0.5169 0.2414 -0.0509
Si -0.0143 -0.0546 -0.0003
Si 0.0577 0.0337 -0.0639
Si 0.0092 0.0116 0.0452
Si 0.076 0.0179 -0.0468
Si -0.082 -0.1514 -0.0532
Si -0.0857 0.0071 0.0305
Si 0.0877 -0.0093 -0.0175
Si 0.0623 0.0591 0.049
Si 0.0429 0.0045 -0.0281
Si -0.0552 -0.0094 -0.0286
Si -0.0014 -0.0117 -0.0047
Si -0.0056 0.0702 0.0026
Si 0.0056 0.0196 -0.0439
Si -0.0307 0.0216 -0.028
Si -0.0664 0.0236 -0.0265
Si 0.0103 -0.0426 -0.0072
Si 0.0339 -0.0181 0.0193
Si 0.0039 -0.003 0.0035
Si 0.014 -0.0208 0.0168
Si 0.0075 0.0045 0.0268
Si 0.0205 0.0023 0.014
Si 0.0159 -0.0346 0.0152
Si 0.0108 0.0165 0.0286
Si -0.0184 -0.0292 0.0216
Si -0.1179 -0.0558 -0.0309
Si -0.0072 -0.0229 0.0218
Si 0.0045 0.0271 0.0232
Si -0.0852 0.0424 -0.0365
Si -0.0051 -0.0182 0.0463
Si -0.0454 -0.0103 -0.0223
Si 0.0201 -0.0485 0.0016
Si 0.0359 0.0824 0.0247
Si -0.1264 -0.0412 -0.219
Si 0.2306 0.2244 0.1105
Si 0.1685 -0.1394 -0.2773
Si -0.0651 0.0268 0.4238
Si -0.299 -0.1746 0.0803
Si 0.2482 -0.1693 -0.3691
Si -0.1472 0.0928 -0.1135
Si 0.0414 -0.1567 -0.0674
Si -0.0333 0.0239 -0.0366
Si 0.0244 0.0084 -0.0121
Si 0.0154 0.021 -0.0221
Si -0.0098 -0.0132 -0.0029
Si 0.0433 0.0015 -0.049
Si -0.0069 0.0086 -0.0429
Si -0.0382 -0.0285 -0.0415
Si -0.0514 -0.0027 -0.0577
Si 0.2864 0.2919 -0.1172
Si -0.0213 -0.0147 0.0437
Si 0.0258 -0.0073 0.0361
Si -0.0436 -0.0659 -0.0097
Si -0.0026 -0.023 0.0449
Si 0.0264 -0.0217 0.0119
Si -0.0869 -0.0085 -0.0507
Si 0.0202 -0.0147 0.163
Si -0.0711 -0.1205 -0.0389
Si -0.0747 0.0696 -0.105
Si -0.0283 0.0118 -0.0488
Si -0.026 0.029 0.043
Si -0.0439 0.1359 -0.0497
Si -0.0123 -0.0076 -0.0209
Si -0.1372 -0.1234 0.4405
Si -0.055 0.0318 -0.13
O 0.0025 -0.0046 0.0227
O 0.0125 -0.0123 0.003
O 0.0433 -0.007 0.0331
O 0.017 -0.0403 0.0156
O 0.0087 -0.0184 0.0067
O 0.003 0.0027 -0.0066
O 0.0497 -0.0255 0.0213
O 0.1053 -0.1308 -0.2535
O -0.0094 -0.0018 -0.0133
O 0.0385 0.0903 0.08
O 0.0109 0.0109 0.0074
O -0.1407 -0.1449 -0.194
O 0.0121 0.1029 0.0061
O -0.0008 -0.0103 0.0079
O -0.0263 0.027 0.0411
O -0.0597 0.0152 0.1582
O -0.0114 -0.0132 -0.0206
O -0.0123 0.0045 0.0102
O -0.0043 0.0034 -0.0182
O 0.0031 -0.0013 -0.0263
O 0.0052 -0.0111 -0.0354
O -0.0062 0.0177 0.0161
O -0.0244 0.0041 0.0145
O -0.0251 0.0096 0.0205
Si -0.0024 0.006 0.0229
Si 0.0005 -0.0013 0.0271
Si -0.0069 0.0047 0.0253
Si 0.0008 -0.0026 -0.02
Si 0.0397 -0.0103 -0.0105
Si 0.0082 0.0051 -0.0183
Si 0.0084 -0.021 -0.0112
Si -0.0043 0.0088 0.0183
Si 0.0163 0.0048 -0.0388
Si 0.0039 0.0015 -0.0132
Si 0.0205 -0.002 0.0191
Si 0.0066 -0.0022 0.0197
Si 0.0153 -0.0102 -0.0277
Si -0.0011 0.0119 -0.024
Si -0.0029 0.0042 -0.0103
Si 0.0119 0.0068 -0.0203
Si -0.004 0.0074 -0.0129
Si 0.1666 0.0232 0.068
Si -0.0068 0.0047 -0.0008
Si -0.0018 -0.0057 0.0093
Si 0.0045 0.0079 -0.024
Si 0.0031 -0.0039 -0.0105
Si 0.0052 0.0014 0.0151
Si -0.0003 0.0037 -0.0166
Si 0.0092 -0.0044 0.0258
Si -0.0045 0.0039 0.028
Si -0.0008 0.0083 0.0246
Si 0.0051 0.0007 -0.0251
Si 0.0009 -0.0046 -0.0109
Si 0.0988 -0.0403 -0.063
Si 0.0078 -0.0037 -0.0147
Si 0.0021 -0.0086 -0.0254
Si 0.006 0.0116 0.0288
Si 0.0061 -0.0027 -0.0128
Si 0.0308 0.0027 -0.009
Si 0.0067 -0.0017 -0.0267
Si 0.0033 0.0127 0.0082
O 0.0002 0.0138 0.0271
O 0.0098 0.0058 0.012
O 0.0034 -0.004 0.0113
O 0.0021 -0.0004 -0.0125
O 0.0267 -0.0099 0.0131
O 0.0059 0.0032 -0.0049
O 0.0059 -0.0018 0.0469
O 0.0069 -0.0056 0.0161
O 0.0012 0.0041 0.0378
O -0.0001 0.0053 0.003
O 0.0054 -0.0017 0.0141
O -0.0059 0.0001 0.0225
O 0.0131 0.0145 0.0075
O 0.0051 -0.0006 0.0205
O 0.0043 0.0048 0.0151
O 0.0008 0.0071 0.0013
O 0.0041 0.0063 0.0139
O 0.0043 0.0111 -0.0134
O 0.001 0.0052 -0.0257
O 0.0283 -0.0146 0.0323
O 0.0032 -0.0001 -0.0068
O 0.0027 0.0126 -0.0098
O 0.0062 0.002 0.0185
O 0.0058 -0.0119 0.0028
O 0.0132 0.0038 0.0123
O 0.008 0.0053 -0.0058
O 0.0006 0.0038 0.0076
O -0.0087 0.0026 0.0186
O 0.0058 -0.0022 0.0006
O 0.0013 0.0018 0.0099
O -0.0144 -0.005 -0.0042
O -0.0139 0.0172 0.014
O 0.0032 0.0007 0.0045
O 0.0074 -0.0011 0.0158
O 0.0022 0.0047 -0.0073
O -0.0059 -0.0156 0.0125
O -0.0024 0.0021 0.0264
O 0.0014 -0.0014 0.0028
O 0.0037 0.0004 -0.0168
O 0.0004 0.0018 0.0127
O -0.0094 -1.1634 0.3328
O 0.0541 0.0453 0.033
O 0.0057 -0.0068 -0.0056
O 0.002 0.0003 -0.0073
O -0.0022 -0.0035 0.0172
O 0.0053 -0.0057 -0.0152
O 0.0136 0.0082 0.02
O 0.0065 0.016 0.0079
O 0.0052 0.0045 0.0148
O 0.0166 0.0109 0.0203
O 0.003 0.0075 0.0163
O -0.0038 -0.0009 0.0204
O -0.0008 0.0046 -0.0108
O 0.0026 0.0137 0.0125
O 0.0041 0.0026 0.0103
O 0.0066 0.0035 -0.0141
O -0.0012 0.0059 0.0359
O -0.0026 -0.0012 0.0288
O 0.0055 -0.0041 0.0214
O 0.0016 0.0011 0.0114
O -0.0156 0.0079 -0.0085
O -0.0085 -0.0063 -0.0003
O 0.0034 0.006 0.0258
O -0.0042 0.0064 0.0108
O 0.0038 0.002 0.0123
O 0.0033 0.0026 0.0235
H -0.0997 1.0523 -0.414

The program warned: the cutoff lies below the one the program advises for these potential files; the exchange-correlation potential is rough where the density is thin.
